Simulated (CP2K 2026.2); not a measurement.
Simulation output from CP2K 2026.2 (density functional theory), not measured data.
Periodic cell of 503 atoms, Si360O143, from a study of silicon, its oxide and their interface. The atomic structure is a simulated model.
Doubt: the forces sum to 1.37 eV/angstrom along one axis rather than to zero, so they err by at least 0.0027 eV/angstrom per atom on average; the grid cutoff is modest.

Settings
functional: PBE
method: Gaussian and plane waves
basis set: DZVP-MOLOPT-SR-GTH
pseudopotentials: GTH-PBE
grid cutoff: 350 Ry, relative cutoff 50 Ry
k points: Gamma only
occupations: fixed
spin: none
net charge: 0

Cell vectors (angstrom)
a	16.32	0	0
b	0	16.32	0
c	-5.5617	-5.6605	33.8902

Atoms and the computed forces on them: element, x, y, z (angstrom), force x, y, z (eV/angstrom)
Si	10.284	7.273	33.441	0.055	-0.087	0.051
Si	9.74	-3.289	31.161	0.057	0.063	-0.062
Si	15.016	4.225	1.474	-0.386	0.182	0.299
Si	0.035	5.623	2.735	0.046	0.089	0.019
Si	1.624	11.943	1.526	-0.203	0.024	0.65
Si	-1.431	8.447	32.821	-0.015	-0.065	0.51
Si	4.555	14.146	1.304	0.053	0.035	0.009
Si	7.367	0.684	1.266	-0.024	-0.018	-0.063
Si	3.38	2.717	0.397	0.124	-0.086	0.592
Si	0.957	0.598	31.951	0.106	-0.016	-0.048
Si	3.891	9.884	1.565	0.061	-0.194	0.658
Si	6.256	12.427	1.494	0	0.049	0.016
Si	9.016	15.107	1.155	0.022	0.036	0.054
Si	11.436	1.671	1.256	-0.435	-0.26	0.484
Si	9.995	3.514	1.94	0.161	-0.23	0.515
Si	12.234	6.771	1.597	0.298	-0.378	0.175
Si	6.192	1.27	30.846	0.024	0.03	-0.091
Si	-3.235	1.436	32.653	-0.038	0.059	0.043
Si	15.629	-0.022	2.287	-0.686	-0.242	0.238
Si	3.345	3.106	2.735	0.017	0.019	-0.049
Si	0.819	7.404	1.386	-0.126	0.105	0.573
Si	2.687	8.175	2.631	0.021	-0.046	-0.083
Si	-0.017	10.79	2.721	-0.018	0.053	-0.018
Si	2.894	13.411	2.812	-0.038	0.015	-0.079
Si	5.55	-0.267	2.507	-0.025	-0.001	-0.111
Si	8.277	2.279	2.844	-0.086	-0.05	-0.027
Si	5.009	4.873	2.762	-0.057	-0.205	0.512
Si	8.469	8.468	2.883	-0.036	-0.105	0.693
Si	5.354	10.94	3.049	-0.058	0.017	-0.081
Si	8.05	13.52	2.622	-0.074	-0.003	-0.126
Si	11.272	15.689	1.876	-0.344	0.344	-0.045
Si	13.724	2.841	2.811	0.249	0.374	0.35
Si	10.931	5.392	2.984	-0.015	-0.002	0.028
Si	13.727	8.094	2.791	0.013	0.021	0.015
Si	10.735	10.676	2.658	0.178	0.179	0.599
Si	14.119	14.476	1.743	0.359	0.558	0.31
Si	14.926	1.352	4.076	0.023	0.004	0.006
Si	1.471	4.11	3.899	-0.022	-0.036	0.006
Si	15.008	6.79	4.238	-0.022	-0.013	-0.062
Si	1.387	9.511	4.132	-0.005	0.01	-0.002
Si	14.949	12.325	3.94	0.254	-0.305	0.3
Si	1.503	14.841	3.994	0.283	-0.242	0.534
Si	4.232	1.259	3.905	0.014	-0.028	-0.018
Si	6.838	3.882	3.974	0.046	-0.01	0.036
Si	4.057	6.722	3.965	0.01	0.048	0.046
Si	6.826	9.538	4.166	0.048	-0.049	0.015
Si	4.065	12.222	4.412	-0.005	-0.006	0.001
Si	6.795	14.861	4.107	0.044	0.009	0.017
Si	9.676	1.089	4.418	0.031	0.042	-0.134
Si	12.325	4.07	4.255	-0.017	-0.039	-0.06
Si	9.543	6.82	4.18	-0.06	0.058	-0.027
Si	12.301	9.526	4.009	-0.035	0.001	0.017
Si	9.514	12.247	3.958	0.055	-0.002	0.011
Si	11.432	-0.631	4.19	0.021	-0.049	0.052
Si	13.438	0.075	5.366	-0.051	-0.058	-0.008
Si	0.1	2.715	5.307	0.01	0.025	-0.026
Si	13.674	5.421	5.58	0.035	0.01	0.003
Si	0.029	8.193	5.516	0.032	-0.005	-0.004
Si	13.581	10.979	5.348	0.016	0.024	-0.065
Si	0.019	13.593	5.376	0.015	0.023	-0.063
Si	2.781	0.006	5.32	-0.063	-0.02	-0.065
Si	5.485	2.608	5.413	-0.036	0.018	-0.021
Si	2.701	5.443	5.413	0.012	-0.013	-0.018
Si	5.42	8.092	5.375	0.001	-0.028	0.038
Si	2.659	10.829	5.588	-0.025	0.022	0.044
Si	5.475	13.621	5.586	-0.02	0.016	0.033
Si	8.077	-0.106	5.595	-0.03	-0.02	-0.043
Si	10.889	2.728	5.568	0.052	0.012	0.062
Si	8.101	5.388	5.369	0.002	-0.007	-0.006
Si	10.97	8.175	5.463	-0.022	0.043	-0.009
Si	8.2	10.931	5.46	0.003	0.003	-0.016
Si	10.745	13.707	5.352	0.06	0.055	-0.038
Si	14.88	14.971	6.668	-0.001	-0.015	-0.023
Si	1.411	1.352	6.71	0.015	0.013	-0.004
Si	15.071	4.019	6.802	0.01	-0.003	-0.009
Si	1.374	6.786	6.828	-0.004	0.021	0.017
Si	14.933	9.595	6.765	0.002	0.044	0.014
Si	1.3	12.251	6.847	-0.01	0.002	0.004
Si	4.07	15.011	6.819	0.025	0.001	0.023
Si	6.771	1.333	6.877	0.028	0.03	0.05
Si	4.087	4.034	6.719	-0.046	-0.032	0.01
Si	6.768	6.75	6.76	-0.014	-0.011	-0.003
Si	4.088	9.443	6.815	0.012	-0.008	-0.026
Si	6.839	12.232	6.88	0.017	-0.025	-0.015
Si	9.443	14.875	6.912	0.003	-0.004	0.024
Si	12.251	1.386	6.904	0.024	0.003	-0.005
Si	9.481	4.113	6.807	-0.028	0.001	0.008
Si	12.278	6.813	6.859	-0.025	-0.01	-0.018
Si	9.563	9.54	6.788	-0.006	-0.015	0
Si	12.195	12.336	6.692	-0.009	0.011	0.001
Si	-0.025	0.003	8.045	-0.011	0.016	-0.039
Si	2.729	2.707	8.125	-0.013	0.028	0.014
Si	0.03	5.424	8.181	0	-0.023	0.027
Si	2.728	8.125	8.191	0.007	-0.02	0.006
Si	-0.048	10.895	8.19	0.008	0.019	0.007
Si	2.705	13.621	8.15	0.003	-0.024	-0.007
Si	5.409	0.003	8.233	-0.045	0.012	0.007
Si	8.16	2.715	8.175	0.003	-0.012	0.002
Si	5.421	5.394	8.129	0.02	-0.008	0.005
Si	8.161	8.145	8.1	0.007	0	-0.006
Si	5.443	10.838	8.154	0.008	-0.002	0.008
Si	8.142	13.553	8.298	-0.03	0.007	0.013
Si	10.858	-0.027	8.179	-0.008	0.004	-0.033
Si	13.659	2.725	8.192	0.004	0.057	-0.009
Si	10.867	5.456	8.163	-0.001	-0.01	0.015
Si	13.621	8.209	8.168	0.041	-0.001	-0.002
Si	10.899	10.934	8.127	-0.023	0.012	-0.01
Si	13.577	13.622	8.104	0.01	-0.016	0.012
Si	-1.37	1.381	14.952	-0.002	-0.008	-0.001
Si	1.33	4.107	14.959	-0.012	-0.009	-0.001
Si	-1.366	6.81	15.004	-0.009	-0.013	0.018
Si	1.37	9.526	14.982	0.014	0.024	0.002
Si	-1.336	12.247	14.958	0.002	0.016	-0.007
Si	1.337	-1.379	14.928	-0.006	-0.005	-0.008
Si	4.074	1.346	14.922	-0.007	-0.001	0.003
Si	6.817	4.107	14.956	-0.013	0.025	-0.009
Si	4.077	6.81	14.987	0.029	0.001	-0.002
Si	6.782	9.471	14.943	0.032	-0.026	-0.008
Si	4.05	12.21	14.942	-0.025	-0.001	-0.003
Si	6.795	-1.382	14.966	-0.006	0.002	0.014
Si	9.546	1.387	14.961	0.011	0.01	0.004
Si	12.229	4.077	14.951	0.001	-0.005	-0.005
Si	9.507	6.775	14.944	-0.01	0.009	-0.006
Si	12.249	9.507	14.966	-0.015	0.006	0.011
Si	9.513	12.224	14.954	0.011	-0.004	0.014
Si	12.271	-1.335	14.952	0.013	-0.018	-0.004
Si	13.611	0.035	16.338	-0.01	0	0.008
Si	-0.041	2.761	16.315	0.017	0.017	-0.003
Si	13.569	5.42	16.336	0	0.017	0.001
Si	0.013	8.186	16.364	-0.021	-0.01	0.011
Si	13.625	10.882	16.299	0.008	-0.004	-0.011
Si	0.015	-2.719	16.337	0.002	0.012	0.004
Si	2.695	-0.014	16.253	0.006	-0.005	-0.01
Si	5.433	2.727	16.246	0.01	-0.009	-0.021
Si	2.684	5.464	16.326	-0.008	-0.003	-0.008
Si	5.454	8.139	16.371	-0.016	0.002	0.003
Si	2.723	10.877	16.373	0.019	-0.001	0.004
Si	5.403	13.556	16.299	0.025	-0.002	0.004
Si	8.189	0.005	16.285	-0.001	-0.013	-0.002
Si	10.89	2.745	16.367	-0.003	0.004	0.002
Si	8.154	5.463	16.357	-0.001	-0.013	0.007
Si	10.876	8.117	16.288	-0.009	-0.033	-0.009
Si	8.148	10.822	16.277	-0.029	0.002	-0.001
Si	10.919	13.59	16.267	0.003	0.034	-0.02
Si	-1.332	-1.328	17.677	0.031	-0.003	0.007
Si	1.361	1.383	17.582	-0.003	-0.009	-0.036
Si	-1.414	4.076	17.733	-0.024	-0.012	0.009
Si	1.353	6.815	17.745	0.01	0.016	0.013
Si	-1.348	9.576	17.713	0.016	0.033	0.001
Si	1.364	12.255	17.737	-0.012	0.007	0.004
Si	4.024	-1.377	17.62	-0.03	0.005	0.015
Si	6.8	1.389	17.588	0.013	-0.011	0
Si	4.062	4.062	17.603	0.006	-0.007	-0.034
Si	6.803	6.792	17.779	0.006	-0.017	-0.018
Si	4.095	9.499	17.73	0.024	0.003	-0.008
Si	6.749	12.134	17.619	-0.012	-0.007	0.022
Si	9.594	-1.356	17.61	0.009	0.011	-0.015
Si	12.272	1.396	17.737	0.014	0.015	0.002
Si	9.517	4.123	17.724	-0.006	0.017	0.003
Si	12.195	6.769	17.689	-0.016	-0.023	-0.007
Si	9.517	9.463	17.628	0.014	-0.007	-0.037
Si	12.268	12.236	17.639	-0.021	-0.003	-0.01
Si	0.033	0.097	18.986	-0.047	0	-0.039
Si	2.723	2.693	18.946	0.009	0.029	0.009
Si	-0.072	5.465	19.066	-0.013	-0.001	-0.023
Si	2.757	8.152	19.119	-0.006	0.015	-0.018
Si	-0.011	10.943	19.14	0.022	0.031	-0.027
Si	2.707	-2.674	19.097	0.01	-0.022	-0.02
Si	5.423	0.007	18.867	-0.011	0.034	-0.039
Si	8.113	2.737	18.997	0.019	0.009	-0.018
Si	5.375	5.354	19.03	0.002	0.006	0.005
Si	8.207	8.188	19.114	-0.002	0.006	-0.007
Si	5.454	10.816	19.134	0	-0.001	-0.033
Si	8.196	-2.802	18.79	0.02	-0.021	-0.062
Si	10.932	-0.013	19.047	-0.015	-0.029	-0.017
Si	-2.737	2.746	19.201	-0.008	0.007	0.012
Si	10.846	5.474	19.155	-0.017	-0.029	0.008
Si	-2.747	8.163	18.962	-0.019	-0.02	-0.021
Si	10.908	10.813	18.929	-0.005	-0.023	0.007
Si	-2.705	-2.706	18.995	0	0.023	-0.011
Si	-1.294	1.341	20.489	-0.014	-0.008	0.023
Si	1.323	4.017	20.277	0.006	-0.015	0.056
Si	-1.458	6.877	20.399	-0.011	0.001	0.017
Si	1.37	9.531	20.447	0.009	0.03	0.006
Si	-1.36	12.393	20.489	0.061	0.013	0.02
Si	1.343	-1.218	20.408	-0.023	-0.022	-0.027
Si	4.103	1.331	20.285	-0.019	-0.026	0.027
Si	6.735	4.01	20.424	0.017	0.038	-0.061
Si	4.075	6.707	20.466	0.04	0.017	0.011
Si	6.851	9.485	20.565	-0.044	-0.037	0.034
Si	4.108	12.269	20.425	-0.05	-0.013	-0.002
Si	6.832	-1.427	20.021	0.009	0.015	-0.027
Si	9.474	1.352	20.282	0.008	0.04	-0.048
Si	12.161	4.121	20.567	0.001	-0.002	0.016
Si	9.515	6.845	20.578	0.013	-0.013	-0.006
Si	12.249	9.489	20.342	-0.019	-0.031	0.046
Si	9.497	12.168	20.165	-0.068	-0.011	0.054
Si	12.34	-1.353	20.416	0.056	0.049	-0.01
Si	-2.281	-0.36	21.808	-0.062	0.008	0.069
Si	0.121	2.702	21.829	-0.025	-0.042	0.035
Si	-2.82	5.585	21.877	0.01	0.017	0.04
Si	-0.017	8.179	21.77	0.011	-0.034	0.099
Si	-2.718	10.891	21.673	0.056	-0.005	0.029
Si	1.233	-3.329	23.915	0.138	-0.057	-0.195
Si	2.829	0.036	21.777	0.013	-0.04	0.11
Si	5.405	2.583	21.797	-0.004	-0.023	0.131
Si	2.59	5.333	21.721	-0.009	0.049	0.074
Si	5.987	7.506	21.644	0.152	-0.044	-0.64
Si	2.652	10.998	21.775	-0.018	0.041	-0.632
Si	5.634	-2.671	21.552	0.072	-0.007	0.055
Si	8.11	-0.129	21.426	-0.04	0.026	0.038
Si	10.745	2.616	21.764	0.06	0.198	-0.701
Si	7.703	5.751	21.684	-0.073	0.218	-0.534
Si	10.897	8.297	21.921	-0.041	0.003	0.041
Si	8.252	10.991	21.812	0.004	0.025	0.086
Si	10.87	-2.832	21.481	0.064	0.007	0.017
Si	9.665	10.264	25.557	0.01	-0.09	-0.681
Si	1.971	1.797	23.131	0.098	0.065	-0.05
Si	-1.027	4.482	22.891	0.199	0.127	-0.58
Si	0.679	6.203	22.88	-0.053	-0.179	-0.657
Si	-1.466	9.495	23.101	0.2	0.19	-0.741
Si	-0.438	-2.048	21.722	-0.305	0.129	-0.475
Si	4.612	-1.087	22.899	-0.08	0.058	0.078
Si	6.368	0.607	22.796	-0.336	-0.051	-0.565
Si	3.643	3.653	22.986	-0.281	-0.369	-0.504
Si	2.059	7.011	25.321	0.109	0.03	-0.084
Si	4.769	7.789	24.528	-0.071	-0.014	0.126
Si	7.474	-3.371	22.902	0.061	-0.005	-0.541
Si	9.217	-1.742	22.682	-0.004	-0.016	0.104
Si	-2.69	3.301	25.273	-0.135	-0.059	-0.147
Si	8.896	4.083	23.985	-0.133	-0.097	-0.113
Si	-3.781	7.337	23.331	-0.343	-0.417	-0.696
Si	9.989	10.129	23.144	-0.009	0.041	0.041
Si	11.761	11.757	22.789	-0.3	-0.182	-0.549
Si	9.852	8.196	30.645	-0.045	0	0.043
Si	-2.46	10.379	30.803	0.131	-0.131	0.036
Si	-2.565	-3.348	27.3	0.03	0.04	-0.043
Si	-3.765	7.951	29.212	0.329	-0.455	0.226
Si	0.385	2.003	0.066	-0.004	0.032	0.184
Si	11.342	-3.386	25.433	-0.435	0.383	-0.269
Si	0.815	-3.89	33.229	0.2	-0.268	0.363
Si	7.87	3.755	30.54	0.082	-0.027	0.124
Si	1.902	9.768	26.473	0.088	0.081	-0.043
Si	10.49	-1.314	24.604	-0.061	-0.773	-0.309
Si	1.002	2.629	29.636	-0.008	0.075	0.032
Si	3.896	10.476	24.307	0.12	0.043	-0.015
Si	11.515	7.74	26.376	0.057	0.2	-0.199
Si	10.465	3.164	28.779	0.015	0.036	0.191
Si	5.591	9.09	30.73	0.039	0.006	-0.069
Si	-1.149	-0.278	33.685	0.062	-0.057	0.162
Si	-0.723	2.018	27.024	0.056	-0.004	0.055
Si	-2.619	6.44	30.676	-0.113	0.4	-0.337
Si	3.737	1.231	29.076	-0.121	0.066	0.011
Si	0.235	5.522	30.664	0.001	-0.062	-0.018
Si	10.96	4.847	26.168	0.179	-0.043	-0.049
Si	3.843	8.275	33.026	-0.087	0.328	0.568
Si	7.213	1.757	25.401	0.16	-0.037	0.089
Si	4.524	2.627	26.625	-0.1	-0.042	-0.065
Si	2.693	-1.853	31.695	0.014	-0.096	0.221
Si	4.165	-2.745	24.59	0.202	0.364	-0.309
Si	1.26	8.214	31.172	-0.117	-0.008	-0.052
Si	-3.296	-0.634	30.245	-0.072	0.103	-0.099
Si	4.212	5.27	25.735	0.029	-0.021	-0.15
Si	5.206	-2.124	33.186	0.09	0.074	-0.067
Si	4.285	10.589	28.371	0.212	0.073	-0.02
Si	7.135	11.231	27.127	-0.142	0.586	-0.273
Si	7.118	6.572	31.04	-0.018	0.059	0.15
Si	1.817	1.351	25.465	0.087	-0.161	-0.6
Si	2.423	-3.413	28.963	0.066	-0.14	0.015
Si	9.57	4.2	33.038	-0.066	-0.152	0.46
Si	0.588	5.015	33.765	0.042	0.382	0.414
Si	7.803	8.184	0.021	0.027	0.069	-0.013
Si	1.923	-0.858	27.659	-0.054	0.029	-0.203
Si	10.345	0.233	29.06	-0.014	-0.09	0.027
Si	8.53	-0.47	26.828	-0.155	-0.02	-0.007
Si	8.646	-0.279	31.33	0	-0.016	-0.021
Si	-4.19	3.827	31.24	-0.039	0.084	-0.029
Si	15.38	9.061	1.39	-0.02	-0.031	-0.061
Si	0.522	10.969	30.361	0.01	0.044	0.108
Si	-3.627	0.734	23.519	0.551	-0.325	-0.312
Si	13.316	5.269	0.152	-0.022	0.013	0.684
Si	6.706	-2.999	26.033	0.013	-0.556	0.316
Si	-1.097	-0.692	28.119	-0.054	-0.111	-0.034
Si	-3.875	-3.512	30.112	-0.07	0.016	-0.155
Si	8.182	10.722	30.06	-0.005	-0.17	-0.099
Si	5.591	5.744	33.551	0.083	-0.01	0.059
Si	5.196	2.659	33.355	-0.003	0.152	0.042
Si	-0.548	11.178	25.705	-0.094	-0.045	-0.082
Si	-1.322	1.341	9.509	-0.003	-0.01	0.003
Si	1.386	4.064	9.522	0.016	0.001	0.02
Si	-1.347	6.812	9.511	0.007	0	-0.006
Si	1.347	9.515	9.508	0.002	0	-0.013
Si	-1.406	12.265	9.513	-0.006	-0.019	0.015
Si	1.324	-1.339	9.475	-0.005	-0.013	-0.015
Si	4.055	1.376	9.553	0.019	0.005	0
Si	6.786	4.067	9.519	-0.01	-0.003	0.004
Si	4.084	6.757	9.524	-0.01	-0.016	0.011
Si	6.812	9.489	9.506	-0.007	-0.004	-0.007
Si	4.072	12.229	9.49	0.007	0.007	-0.008
Si	6.772	-1.365	9.582	0.008	-0.003	0
Si	9.517	1.352	9.528	0.007	0.006	0.015
Si	12.254	4.096	9.504	-0.001	-0.004	-0.004
Si	9.507	6.813	9.511	0.001	0.002	0.005
Si	12.244	9.56	9.511	-0.006	0.019	-0.001
Si	9.545	12.207	9.579	0.001	0.004	0.014
Si	12.237	-1.369	9.518	0.009	-0.011	0.002
Si	13.611	-0.005	10.858	-0.004	-0.002	0.002
Si	0.012	2.714	10.879	0.003	0.016	0.002
Si	13.597	5.461	10.869	-0.016	0.008	0.005
Si	0.008	8.16	10.886	0.014	0.002	0
Si	13.593	10.896	10.899	0.011	0.006	0.005
Si	-0.016	13.614	10.852	-0.011	0.003	-0.001
Si	2.684	0.001	10.876	-0.005	0.014	-0.007
Si	5.433	2.725	10.906	-0.013	-0.001	0.004
Si	2.724	5.425	10.901	0.002	-0.006	0.008
Si	5.443	8.136	10.863	0.017	-0.01	-0.004
Si	2.712	10.875	10.855	-0.005	0	0.005
Si	5.414	13.569	10.896	-0.001	0.009	0.001
Si	8.158	0.005	10.905	-0.003	0.009	-0.002
Si	10.895	2.72	10.857	0	-0.019	0.002
Si	8.15	5.438	10.863	-0.005	-0.003	-0.005
Si	10.88	8.175	10.862	-0.014	0.016	-0.003
Si	8.161	10.841	10.896	0.016	-0.006	0
Si	10.896	13.597	10.909	0.003	-0.002	0.002
Si	-1.361	-1.355	12.227	0.002	-0.001	-0.007
Si	1.349	1.362	12.253	0.002	0.001	0.01
Si	-1.364	4.092	12.224	-0.005	-0.002	-0.004
Si	1.364	6.804	12.252	-0.008	-0.002	-0.003
Si	-1.355	9.522	12.244	-0.004	-0.005	0.001
Si	1.346	12.235	12.205	0.008	0.005	-0.013
Si	4.053	-1.374	12.23	0	-0.027	-0.006
Si	6.802	1.364	12.26	0.003	-0.005	0.001
Si	4.078	4.082	12.269	0.006	0.01	0.011
Si	6.792	6.786	12.23	-0.003	0.006	0.002
Si	4.073	9.507	12.213	0.001	0.002	-0.011
Si	6.792	12.213	12.245	-0.004	0	-0.011
Si	9.525	-1.358	12.257	-0.006	0.011	-0.005
Si	12.251	1.362	12.216	0.006	0.005	-0.007
Si	9.525	4.077	12.21	0.008	0.007	-0.009
Si	12.238	6.811	12.234	0.011	0.001	0.003
Si	9.524	9.5	12.254	-0.012	-0.004	0.01
Si	12.247	12.243	12.274	-0.01	-0.006	0.02
Si	-0.02	0.005	13.597	-0.008	-0.006	0.005
Si	2.699	2.727	13.61	0.009	-0.008	0.005
Si	-0.021	5.46	13.601	0.015	0.01	-0.002
Si	2.728	8.168	13.611	-0.001	-0.006	0.006
Si	0.014	10.881	13.6	-0.008	0.003	-0.003
Si	2.696	13.579	13.58	-0.005	0.008	-0.005
Si	5.437	-0.024	13.586	-0.009	0.006	-0.004
Si	8.175	2.739	13.6	0.009	0.002	-0.002
Si	5.436	5.454	13.615	0.001	-0.009	0.002
Si	8.153	8.131	13.588	0.003	-0.009	-0.005
Si	5.424	10.848	13.595	0.008	0	0.002
Si	8.155	13.586	13.597	-0.001	-0.009	-0.007
Si	10.898	0.017	13.597	0.005	-0.004	-0.003
Si	13.594	2.727	13.583	-0.006	0	0.001
Si	10.874	5.431	13.581	-0.022	-0.003	-0.005
Si	13.607	8.156	13.606	-0.004	0.006	-0.001
Si	10.882	10.865	13.61	-0.005	0.003	0.005
Si	13.624	13.612	13.606	0.014	0.011	-0.001
O	14.804	13.706	0.498	-0.288	-0.208	-0.076
O	8.298	3.732	32.121	-0.187	-0.229	0.193
O	-0.092	3.417	0.684	0.113	0.293	-0.152
O	7.804	7.761	1.578	-0.244	-0.551	0.108
O	13.019	1.937	1.605	0.036	-0.083	-0.1
O	9.513	9.618	2.315	-0.201	0.115	-0.373
O	4.708	0.928	30.322	-0.17	-0.279	0.391
O	3.601	10.078	22.76	0.14	-0.663	-0.163
O	0.676	15.533	2.757	0.067	-0.074	-0.326
O	14.089	13.414	3.009	-0.23	0.072	0.241
O	12.587	14.839	1.288	-0.128	-0.152	-0.521
O	0.291	-2.224	23.194	-0.178	0.282	0.431
O	-2.521	8.336	23.502	0.253	-0.161	0.072
O	5.697	7.648	23.246	0.328	0.116	0.195
O	3.178	7.532	24.236	-0.349	-0.141	-0.548
O	1.71	11.948	22.749	-0.286	-0.118	-0.186
O	11.686	1.532	22.528	-0.032	-0.385	-0.01
O	9.742	3.3	22.851	0.039	0.159	0.206
O	7.97	5.182	23.225	-0.139	0.24	0.356
O	-3.077	1.875	24.559	-0.078	-0.216	0.301
O	6.877	10.047	30.701	-0.073	0.16	0.223
O	0.014	2.459	28.381	-0.099	0.392	0.09
O	2.532	-2.697	24.664	-0.273	0.493	0.228
O	-1.802	11.77	26.534	-0.152	-0.222	-0.137
O	-1.893	-0.396	29.489	0.422	0.038	0.258
O	3.063	-0.128	28.538	0.098	-0.184	0.323
O	0.407	2.05	25.865	-0.025	0.409	-0.507
O	-4.472	1.366	33.694	-0.352	-0.309	-0.24
O	7.086	5.147	30.287	-0.257	-0.057	-0.459
O	-0.737	-3.541	33.712	-0.174	-0.007	0.132
O	0.098	8.422	32.273	0.197	0.098	0.32
O	7.791	0.981	26.707	-0.298	0.321	0.233
O	10.483	9.007	26.244	-0.082	-0.025	0.433
O	10.521	3.922	27.384	-0.071	-0.06	-0.169
O	-3.549	-3.744	33.889	0.267	-0.27	-0.157
O	2.72	5.776	26.122	-0.437	-0.369	0.378
O	1.164	-4.411	29.209	-0.348	0.001	-0.27
O	-2.215	7.246	32.046	-0.021	-0.333	0.079
O	8.513	-4.286	30.914	-0.276	0.046	0.422
O	-1.574	-2.083	27.459	0.24	-0.102	-0.303
O	8.567	7.224	30.74	-0.047	-0.278	0.044
O	10.347	11.721	25.951	0.052	0.294	0.151
O	4.943	9.649	0.331	0.094	-0.644	-0.199
O	-3.718	8.058	27.564	0.36	0.203	-0.237
O	3.818	-4.239	28.823	0.344	0.451	-0.003
O	11.418	11.262	1.271	0.654	0.184	0.02
O	4.172	4.429	24.345	0.233	0.13	-0.141
O	1.261	9.529	30.232	0.149	-0.03	-0.342
O	10.524	8.17	32.118	0.61	0.144	0.005
O	6.002	7.556	30.398	-0.389	-0.177	-0.324
O	16.077	0.807	0.953	0.005	-0.333	-0.389
O	1.933	4.104	33.747	0.558	0.316	-0.183
O	-3.957	4.274	25.559	0.135	0.219	0.027
O	-3.694	5.346	31.184	-0.05	-0.023	0.08
O	9.084	-1.826	31.289	-0.312	-0.06	-0.203
O	1.665	8.185	26.326	-0.379	-0.234	0.576
O	12.273	-4.025	24.255	0.44	-0.16	-0.026
O	4.671	4.226	26.868	0.424	0.266	0.486
O	8.641	0.285	32.842	0.255	0.526	0.22
O	6.881	2.547	30.134	-0.23	-0.027	-0.388
O	9.725	4.098	0.41	-0.652	0.361	0.084
O	4.758	1.846	27.995	0.543	0.109	0.101
O	9.651	5.825	33.097	-0.296	0.102	0.051
O	0.518	1.536	30.719	-0.472	-0.188	-0.052
O	10.455	1.629	28.296	0.261	0.146	-0.555
O	7.172	-0.013	30.691	-0.173	-0.475	-0.477
O	5.316	4.237	33.012	-0.214	0.065	-0.261
O	2.422	-2.469	30.249	-0.013	0.02	-0.108
O	2.628	8.074	31.988	0.125	-0.105	0.077
O	6.607	-1.305	33.269	0.069	-0.105	-0.066
O	5.588	-3.677	33.537	0.014	-0.41	-0.371
O	-3.333	-2.15	30.783	0.08	-0.132	0.266
O	1.161	1.594	33.194	-0.178	0.002	0.494
O	-1.594	4.077	24.379	0.033	0.257	0.433
O	1.879	-0.138	26.186	0.198	-0.223	-0.262
O	-1.288	5.669	30.125	-0.128	-0.132	-0.401
O	9.165	3.649	29.593	0.04	0.145	-0.331
O	0.241	5.478	32.27	-0.365	0.35	0.217
O	5.267	5.28	1.172	0.22	0.122	-0.147
O	9.694	-0.451	25.72	0.331	0.255	0.051
O	4.533	9.641	29.652	-0.309	-0.036	0.07
O	4.881	9.358	24.971	0.587	0.049	0.542
O	3.018	9.972	27.6	-0.074	-0.164	0.27
O	-3.912	-2.899	26.538	-0.218	0.432	-0.012
O	3.657	2.234	33.213	-0.168	-0.237	-0.369
O	5.115	-2.533	25.917	-0.42	0.132	0.552
O	-1.355	0.53	27.1	-0.491	-0.097	-0.348
O	-4.522	-0.456	29.19	0.011	-0.2	-0.398
O	2.275	-0.286	31.652	0.422	0.363	0.048
O	11.308	7.983	0.943	0.08	0.432	0.134
O	-3.215	9.36	29.804	0.159	0.305	-0.013
O	0.279	-3.94	25.041	0.034	0.363	0.4
O	0.493	-0.71	28.41	0.105	-0.01	0.394
O	6.796	6.36	32.637	0.427	0.258	0.05
O	2.718	10.865	0.937	0.11	0.116	-0.448
O	10.889	6.322	26.828	-0.295	-0.165	0.655
O	10.973	7.719	29.583	-0.383	-0.21	-0.435
O	7.519	-1.713	26.607	0.185	-0.089	0.204
O	0.784	6.521	24.496	-0.463	0.094	0.277
O	7.188	0.664	24.222	0.143	-0.462	0.121
O	2.492	10.439	25.115	-0.21	0.162	-0.25
O	4.315	-2.002	31.852	0.024	-0.058	-0.418
O	5.15	6.612	25.597	0.56	-0.045	0.164
O	-4.559	3.373	29.73	0.584	-0.277	-0.148
O	4.493	11.98	24.267	0.405	-0.059	-0.156
O	12.059	7.322	24.895	0.005	-0.285	0.35
O	-3.074	2.864	31.909	0.54	0.114	0.01
O	-2.147	9.797	32.28	-0.327	0.665	0.417
O	0.908	4.173	30.103	0.472	-0.055	-0.274
O	10.831	-3.39	29.954	-0.292	0.023	-0.523
O	10.856	3.707	32.202	0.248	-0.14	-0.029
O	4.341	6.761	33.387	-0.344	-0.307	0.036
O	-3.457	0.346	31.493	-0.343	-0.098	0.258
O	9.258	-0.67	28.265	-0.091	-0.354	0.326
O	3.055	2.23	26.066	-0.006	0.28	0.084
O	7.198	-3.387	24.528	0.093	-0.345	0.016
O	8.108	10.342	26.111	-0.006	-0.213	-0.369
O	-2.272	-1.444	33.655	-0.676	0.123	-0.516
O	2.243	-2.457	27.652	0.176	-0.287	-0.532
O	9.405	9.674	30.176	0.5	0.09	-0.39
O	4.988	9.113	32.229	0.282	0.484	0.244
O	9.91	4.858	24.949	0.087	0.298	-0.096
O	5.679	2.189	25.601	-0.377	-0.01	-0.508
O	0.964	12.758	0.271	0.425	0.437	-0.368
O	0.45	10.419	26.737	-0.131	-0.184	0.634
O	1.77	-2.619	32.813	0.011	0.4	0.138
O	7.937	11.193	28.538	0.305	0.394	0.115
O	-0.993	10.175	24.509	0.197	0.066	0.126
O	-0.215	-0.431	32.375	-0.068	-0.389	-0.409
O	-1.911	1.142	33.541	0.071	0.346	0.334
O	-1.95	2.999	26.679	-0.079	0.422	0.557
O	8.055	3.046	24.906	0.149	0.383	0.271
O	1.038	6.881	30.269	0.328	-0.014	-0.602
O	11.856	-0.445	24.271	0.088	-0.194	0.114
O	-3.106	-3.826	28.735	0.147	-0.467	-0.041
O	5.634	10.631	27.456	-0.325	-0.208	-0.31
O	-3.458	-4.717	31.082	-0.379	0.106	0.62
O	-1.064	10.821	30.103	-0.07	0.077	-0.534
O	6.046	1.692	32.394	0.388	-0.25	0.291
O	9.768	0.56	30.535	0.273	0.48	0.285
O	0.737	-4.787	31.871	-0.085	-0.379	-0.04
O	10.521	-3.743	32.485	0.028	-0.173	-0.087
O	2.565	2.32	29.34	0.337	0.4	-0.195

Results
total energy: -101209.864 eV
total energy less fixed offsets of O -438.35, Si -107.03 eV per atom: 4.986 eV
